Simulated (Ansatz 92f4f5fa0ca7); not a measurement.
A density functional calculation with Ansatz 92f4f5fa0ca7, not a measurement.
Periodic cell of 171 atoms, Si99O72, from a study of silicon, its oxide and their interface. The atomic structure is a simulated model.

Settings: functional PBE; potential files Ansatz PAW; basis plane waves; wave-function cutoff 700 eV; density cutoff ratio 5; exchange-correlation grid ratio 2; k mesh 2 x 2 x 1, shifted by 0.5 0.5 0.5 of a step; self-consistency stop 5e-08 eV per atom in the density residual; occupations Fermi-Dirac, 0.05 eV; spin none; net charge 0.

Cell vectors (angstrom)
a  11.5983  0  0
b  0  11.5983  0
c  0.8924  -6.2363  24.447

Atoms and the computed forces on them: element, x, y, z (angstrom), force x, y, z (eV/angstrom)
Si  -2.0056  -0.9722  0.4028  0.1053  -0.213  -0.5892
Si  -2.1786  2.118  -0.2529  -0.0438  -0.1947  -0.1005
Si  -2.0356  7.5806  0.263  0.0451  0.2291  -0.3846
Si  1.9177  -0.8886  0.3697  -0.0138  -0.127  -0.457
Si  1.9694  2.1591  -0.4574  0.0139  -0.2092  -0.08
Si  1.9429  7.7074  0.0704  -0.0777  0.1027  -0.1182
Si  5.8027  -0.8691  0.5027  -0.1142  -0.0671  -0.5457
Si  5.8659  2.1931  -0.0948  0.0771  -0.1903  -0.1826
Si  6.001  7.7438  -0.0054  0.1176  0.1053  -0.3817
Si  -0.0325  -0.894  1.6462  -0.0087  -0.0224  -0.2132
Si  -0.0486  2.8638  0.8578  -0.0788  -0.2515  -0.1131
Si  0.0154  7.09  1.3383  -0.0388  0.0941  -0.2822
Si  3.8214  -0.8947  1.7151  0.0367  0.0735  -0.1923
Si  3.8157  2.8645  1.0164  0.1801  -0.1425  -0.0544
Si  3.954  7.0801  1.1808  0.0582  0.1373  -0.2063
Si  7.7317  -0.8946  1.7914  -0.0392  -0.0106  -0.0998
Si  7.7134  2.8489  1.3053  -0.0919  -0.0151  -0.079
Si  7.69  7.1626  1.5694  -0.0648  0.0539  -0.0419
Si  -0.0255  1.1933  2.6441  -0.0014  0.1621  0.0922
Si  -0.0124  4.9507  2.4049  0.0174  0.0192  -0.1101
Si  -0.0151  8.767  2.9487  -0.0358  -0.0592  0.2836
Si  3.8213  1.1772  2.7394  0.0023  0.1919  0.198
Si  3.8686  4.9897  2.4144  -0.056  -0.0231  -0.1162
Si  3.8819  8.708  2.9055  0.042  -0.1309  0.2404
Si  7.7205  1.1324  2.8878  0.0157  0.1549  0.3397
Si  7.7081  5.0122  2.6061  0.0209  -0.1622  -0.1832
Si  7.7063  8.8225  3.1375  -0.0446  -0.1788  0.3403
Si  -1.8791  1.1714  4.117  0.0188  0.124  -0.2139
Si  -1.8953  5.0429  3.9451  -0.0113  -0.0226  0.0401
Si  -1.8968  8.7723  4.3501  0.005  -0.0327  -0.0789
Si  1.8742  1.1544  4.0678  -0.0208  0.1155  -0.1034
Si  1.9165  5.0334  3.877  -0.0199  -0.0994  0.1055
Si  1.9349  8.7395  4.2524  -0.0357  -0.0898  0.0376
Si  5.7298  1.142  4.1438  0.0089  0.0739  -0.2233
Si  5.7412  5.0366  3.9699  0.0151  -0.0384  0.0278
Si  5.7312  8.7717  4.3579  -0.0019  0.0738  -0.0365
Si  -1.8933  -0.7769  5.4324  0.0141  -0.0744  0.1964
Si  -1.8877  3.1568  5.3491  -0.031  -0.0184  0.0676
Si  -1.8944  6.8244  5.6807  -0.0434  0.0359  -0.0349
Si  1.9212  -0.8212  5.413  0.075  -0.0169  0.057
Si  1.8723  3.1434  5.3101  0.0339  0.0159  0.0003
Si  1.9048  6.8203  5.6552  0.0196  0.09  -0.1022
Si  5.7342  -0.7959  5.4856  -0.0798  -0.2107  0.2003
Si  5.7557  3.1328  5.3485  0.0034  0.0307  0.0769
Si  5.7498  6.8353  5.695  -0.0036  -0.0327  -0.0144
Si  0.0133  -0.8409  6.7819  -0.065  -0.1311  -0.2142
Si  -0.0001  3.1808  6.7679  0.0045  0.1511  -0.2227
Si  0.0052  6.8431  7.1744  -0.0155  0.0167  0.1685
Si  3.8083  -0.8663  6.8317  0.0245  -0.1492  -0.1656
Si  3.7948  3.1087  6.6468  0.0041  0.039  -0.3369
Si  3.811  6.8692  7.1445  0.0118  0.0365  0.0713
Si  7.741  -0.7743  6.7195  0.049  -0.103  -0.349
Si  7.7431  3.1524  6.6285  -0.005  0.1056  -0.4381
Si  7.7389  6.8896  7.0764  0.0047  0.0423  0.0494
Si  -0.0181  1.1616  7.9214  0.1063  -0.101  0.2055
Si  -0.0082  4.7886  8.5321  0.0235  -0.1156  0.1275
Si  -0.0228  9.0232  8.3977  0.0596  0.0448  0.1755
Si  3.8338  1.1646  7.9152  -0.1309  0.0229  0.2039
Si  3.7793  4.7456  8.2874  -0.1141  -0.0077  0.216
Si  3.8033  8.9988  8.5017  -0.0374  0.1908  0.2235
Si  7.7259  1.2157  7.8882  0.0147  -0.0496  0.2426
Si  7.7583  4.7947  8.2617  0.0811  0.0127  0.1997
Si  7.7682  9.0784  8.2802  0.0411  0.0603  0.1457
Si  9.6417  1.1436  9.2099  -0.0575  0.0789  0.585
Si  9.5696  4.1796  9.722  -0.0902  -0.1169  0.3117
Si  9.6551  9.6585  9.7025  -0.0504  0.0122  0.0637
Si  1.9079  1.0454  9.2156  0.0173  0.1364  0.4752
Si  1.9697  4.0569  9.7371  0.1048  -0.1004  0.4925
Si  1.8017  9.5902  9.8775  0.0038  0.1403  0.0347
Si  5.7861  1.2753  9.1715  -0.0146  0.1049  0.6213
Si  5.7802  4.3269  9.433  -0.0125  -0.3438  0.3888
Si  5.88  9.7674  9.5604  0.0219  0.1921  0.1891
Si  1.7593  0.8238  15.6857  -0.169  0.071  -0.0223
Si  8.7137  5.3718  12.583  -0.1517  -0.1181  0.2169
Si  -2.2749  6.2638  16.8613  -0.0457  0.0572  0.0126
Si  2.2655  3.5762  15.2253  -0.0538  -0.0521  0.0037
Si  2.5011  8.3936  12.5513  0.2525  -0.1526  0.0878
Si  5.4513  8.7139  12.3239  -0.1292  -0.0454  0.3614
Si  3.3684  1.0584  19.1453  -0.159  -0.0111  -0.1371
Si  2.4855  -2.8875  21.0681  -0.2457  0.0806  -0.2559
Si  0.4669  1.7538  18.2786  0.02  -0.0957  0.0107
Si  2.8314  5.2176  12.6148  0.1718  -0.0124  0.0728
Si  8.3981  -2.962  22.0206  0.0733  0.0292  0.0167
Si  11.4209  4.195  16.9487  0.0114  -0.1162  0.0373
Si  7.1212  10.2077  14.1807  -0.0988  0.1231  0.1352
Si  2.6788  9.6589  18.4114  -0.1714  0.07  -0.113
Si  2.3436  0.2849  21.6966  -0.2096  0.0606  -0.3217
Si  0.0528  -2.4812  19.7904  0.0191  0.1222  -0.165
Si  8.8569  8.2693  18.9623  0.1743  0.0847  -0.2344
Si  1.8456  9.4202  15.4901  -0.1032  0.0172  0.1826
Si  8.8438  0.1412  22.4967  -0.0064  0.1877  0.013
Si  9.0724  3.8797  15.2024  -0.0987  -0.0853  0.0195
Si  7.3237  1.2262  15.5658  0.0818  -0.1633  -0.1133
Si  5.7747  5.653  12.1964  -0.02  -0.095  0.2706
Si  10.5617  8.7162  15.344  -0.0098  0.0588  0.1665
Si  4.3648  1.9553  16.6261  0.0254  -0.0151  -0.077
Si  -2.2371  8.5182  12.6759  -0.0854  0.0859  0.313
Si  -0.5783  0.3403  20.6643  0.049  -0.0649  -0.1975
Si  8.4186  10.33  16.7075  -0.0667  -0.045  0.0128
O  2.2252  4.5354  13.9384  -0.0332  0.0148  -0.0528
O  -2.0391  -2.4545  -0.4471  -0.0048  -0.1123  0.6142
O  -2.4569  6.3666  -0.8135  0.2377  0.1692  0.0209
O  0.9484  -3.4292  20.7848  0.1686  -0.001  0.0783
O  -0.6434  -1.2935  20.662  -0.0215  0.0112  0.0518
O  -0.9816  8.751  13.7063  0.0016  -0.0164  -0.1533
O  2.3791  -1.3024  21.4056  0.0868  -0.0999  0.0554
O  3.9036  8.9051  11.9098  -0.0081  0.0237  -0.0573
O  8.4876  6.9233  18.1013  -0.0192  0.0099  0.0607
O  8.3371  9.6268  18.1796  -0.0082  -0.0777  0.1199
O  1.9433  0.4779  -0.5962  0.0014  0.4035  0.2694
O  2.2006  2.6075  -2.0667  0.0132  -0.1414  0.4195
O  8.4271  -1.3499  22.0807  -0.0755  -0.1129  -0.0744
O  7.4581  0.8378  23.0202  -0.0888  0.0702  0.1183
O  5.8418  -2.2433  -0.4575  0.008  -0.206  0.4905
O  1.9239  -2.3115  -0.5307  0.045  -0.2823  0.4805
O  5.8399  0.5305  -0.4098  -0.0312  0.3685  0.4145
O  9.3465  5.0286  11.1257  0.1566  -0.1834  -0.2615
O  9.6029  2.5414  10.162  0.0574  0.29  -0.4754
O  2.4734  6.7859  12.6324  -0.0866  0.1021  -0.0273
O  9.4385  4.4711  13.7264  0.0381  0.0563  -0.0695
O  2.1691  4.698  11.2372  -0.1349  -0.0531  -0.2759
O  5.7956  2.7265  10.0805  -0.0145  0.2682  -0.6344
O  1.4669  8.9365  11.3988  -0.0617  0.1373  -0.3686
O  -3.3663  9.577  13.1831  0.0757  -0.0683  -0.1679
O  1.8921  11.2532  10.1556  -0.0347  -0.2588  -0.3774
O  1.3239  4.318  16.338  0.0658  -0.0202  -0.0175
O  3.4856  1.0435  20.7782  -0.0327  -0.0493  0.0805
O  4.4339  4.9031  12.7218  -0.0029  0.018  -0.084
O  7.1344  4.9526  12.7414  0.0138  0.0306  -0.1332
O  0.6068  1.0856  16.8082  0.0592  -0.0155  -0.021
O  5.8005  11.4113  10.0227  0.024  -0.3099  -0.459
O  9.6377  11.3068  10.1018  -0.0127  -0.269  -0.4091
O  1.0577  9.7833  18.675  0.0315  -0.0352  0.0489
O  0.4933  8.587  15.8648  0.0144  0.0329  -0.051
O  1.452  10.9596  15.0811  0.0262  -0.0308  0.0092
O  8.1058  0.3506  16.7371  -0.0091  0.0058  -0.009
O  9.8807  10.0565  16.0108  0.0443  -0.0339  -0.062
O  -0.5517  0.8411  19.1268  -0.0175  -0.0101  0.084
O  6.3018  9.0212  10.981  0.0218  0.1512  -0.2078
O  3.7343  3.3266  15.953  -0.0265  -0.0126  0.0428
O  7.2814  9.6547  15.72  0.0466  0.0407  -0.0832
O  5.7545  7.178  12.7561  0.0161  0.1362  -0.0373
O  1.9175  2.4259  10.1554  -0.034  0.3675  -0.435
O  -1.8685  8.8196  11.1288  0.044  0.1956  -0.3068
O  4.4711  1.9091  18.2782  -0.0056  0.0321  0.0077
O  2.465  8.8559  14.1072  -0.0068  -0.0353  -0.1554
O  -0.8433  5.6248  17.3484  0.0025  -0.035  -0.0126
O  10.4867  3.4229  15.8529  0.0155  0.0697  -0.0089
O  5.7816  5.5505  10.5724  -0.003  -0.2172  -0.1735
O  0.7975  0.8122  21.4389  0.0652  -0.0091  0.0691
O  6.1727  2.7897  -1.6157  -0.1542  -0.0227  0.2408
O  3.3059  0.7666  16.2231  0.0769  0.0244  0.0359
O  9.6023  0.9035  21.2545  -0.1379  -0.1022  0.1731
O  8.2428  8.1783  20.4587  -0.0379  0.007  0.2091
O  5.6924  9.7273  13.5799  0.0209  -0.1074  -0.1601
O  -2.7127  2.6929  -1.7319  0.1176  -0.1097  0.2254
O  11.4798  3.2678  18.2817  -0.0214  0.0689  -0.0426
O  2.8331  9.2719  16.8116  0.0368  -0.0211  -0.0281
O  8.867  6.9735  12.8191  0.0359  0.0026  -0.1164
O  7.2194  0.2474  14.2406  -0.0147  -0.0278  0.0808
O  3.2557  8.6217  19.583  -0.002  -0.0294  0.13
O  -2.0836  0.4371  -0.5242  0.0235  0.4008  0.376
O  -1.1046  -3.3153  19.0306  -0.0564  -0.0169  0.0802
O  1.8607  6.7007  -1.2125  0.1266  0.0416  0.0588
O  5.8388  1.6615  16.046  -0.0489  0.0372  0.0417
O  1.9505  1.8116  18.9046  0.1015  0.0124  0.0011
O  8.4355  5.086  16.1388  0.0835  0.0089  -0.015
O  8.0968  2.5875  15.1503  0.0508  0.0695  -0.0023
O  3.3896  11.0995  18.649  0.0528  -0.0153  0.0395
O  1.6887  2.1202  14.6881  0.0777  0.066  0.1119
O  -1.9351  7.4342  15.7835  0.0577  0.0095  -0.0395

Results
free energy: -103892.212 eV
free energy less fixed offsets of O -569.03, Si -635.61 eV per atom: 3.338 eV
pressure: -0.44 GPa
stress xx, yy, zz, yz, xz, xy (GPa, positive in tension): -0.72, 1.77, 0.28, -0.1, 0.02, -0.13

The program warned: the cutoff lies below the one the program advises for these potential files.
